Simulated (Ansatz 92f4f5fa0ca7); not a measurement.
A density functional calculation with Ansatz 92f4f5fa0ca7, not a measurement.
Periodic cell of 460 atoms, Si304O156, from a study of silicon, its oxide and their interface. The atomic structure is a simulated model.
Doubt: the cutoff is far below the 930 eV that the study's wrapper takes by default for these files, so forces and energies are approximate.
This geometry differs little from another in the collection (a relaxation step or a small displacement).

Settings
functional: PBE
potential files: Ansatz PAW
basis: plane waves
wave-function cutoff: 580 eV
density cutoff ratio: 5
exchange-correlation grid ratio: 1
k mesh: 1 x 1 x 1, Gamma-centred
self-consistency stop: 5e-08 eV per atom in the density residual
occupations: fixed
spin: none
net charge: 0

Cell vectors (angstrom)
a 15.4691 0 0
b 0 15.4691 0
c 4.4527 -3.228 34.4492

Atoms and the computed forces on them: element, x, y, z (angstrom), force x, y, z (eV/angstrom)
Si 12.6266 -3.2123 25.7807 -0.0357 -0.0621 0.0639
Si 12.7555 -7.1368 25.5639 0.012 -0.1501 -0.0918
Si 5.0103 -3.352 25.5712 0.1605 -0.0237 0.0607
Si 5.2319 0.6799 25.698 0.0315 -0.0025 0.0089
Si 5.2671 -10.7907 25.7478 0.0422 0.0049 -0.0158
Si 5.1652 -7.1898 25.8893 0.0309 -0.0167 0.0304
Si 8.1394 -3.2381 25.7828 -0.041 0.0279 0.2387
Si 7.6811 0.5728 25.7028 -0.039 0.0207 0.0549
Si 7.6897 -10.8863 25.7317 -0.0166 0.062 0.0478
Si 7.529 -7.0872 25.7872 -0.046 -0.0791 0.0436
Si 10.9312 -3.0407 24.1461 -0.1241 0.0405 -0.0943
Si 12.9533 0.5798 25.7144 0.0248 0.0387 -0.014
Si 12.6323 -11.0004 25.5179 -0.1049 -0.0461 -0.0417
Si -0.4046 -3.1716 25.5356 0.1121 0.033 0.0266
Si -0.0962 0.6471 25.7004 -0.0443 0.0312 0.0225
Si 0.3477 -10.9741 25.5349 -0.1032 -0.0866 -0.0532
Si -0.245 -7.1176 25.4801 -0.0115 0.0933 0.0415
Si 4.5383 -1.3296 26.8059 -0.007 0.0453 0.0309
Si 4.5908 2.6435 26.8555 -0.0006 -0.0021 0.0038
Si 4.5691 -9.0464 27.167 0.0129 -0.0067 0.011
Si 4.5105 -5.195 26.9488 0.0385 -0.0013 -0.0205
Si 8.268 -1.2631 27.052 0.0046 -0.1027 -0.0947
Si 8.27 2.5762 26.8729 0.014 -0.0242 -0.0138
Si 8.2315 -8.9948 27.0265 0.0047 -0.0131 -0.0869
Si 8.2511 -5.2177 27.0257 -0.0206 0.0816 -0.0428
Si 12.2725 -1.2739 27.0487 -0.0614 -0.0068 -0.0233
Si 12.2706 2.5428 26.8699 0.0427 0.0514 -0.0144
Si 12.2535 -9.0609 26.8764 0.0201 0.027 -0.0762
Si 12.227 -5.2419 26.9168 -0.1256 0.1594 0.0134
Si 0.43 -1.3289 26.8798 -0.0818 -0.0494 -0.024
Si 0.5884 2.567 26.8943 0.0642 0.022 0.0067
Si 0.5296 -8.9802 26.8042 0.0485 0.0098 0.0829
Si 0.3768 -5.143 26.706 0.0055 -0.0056 -0.0067
Si 2.5032 -1.3253 28.1214 0.079 0.0109 0.0164
Si 2.5803 2.5656 28.1901 0.0033 -0.0015 0.0039
Si 2.4682 -9.0064 28.2369 0.0212 0.0178 -0.0015
Si 2.4239 -5.1431 28.1099 -0.008 -0.0109 0.0276
Si 6.3389 -1.3085 28.3784 -0.0442 -0.0321 -0.0141
Si 6.4238 2.6035 28.3545 -0.0165 -0.0278 0.0083
Si 6.4474 -9.0169 28.5356 -0.0651 -0.0037 -0.0193
Si 6.36 -5.1526 28.4245 0.0091 0.0466 -0.0353
Si 10.2639 -1.2594 28.3053 0.0144 0.0274 -0.035
Si 10.2705 2.5714 28.1839 0.002 -0.0222 -0.006
Si 10.2839 -9.028 28.2154 -0.0563 0.0227 0.0374
Si 10.2602 -5.2109 28.2638 0.0206 -0.0375 -0.0389
Si 14.1386 -1.2897 28.4463 0.0705 -0.0335 -0.0338
Si 14.1581 2.6112 28.3288 -0.0616 -0.0629 -0.0277
Si 14.1406 -9.0647 28.301 0.0218 0.049 0.0056
Si 14.1053 -5.1998 28.3227 0.077 0.0158 0.0324
Si 2.5024 -3.2313 29.5734 0.0088 -0.0156 -0.0038
Si 2.5265 0.6125 29.5788 0.002 0.0108 0.0043
Si 2.5063 4.5032 29.6085 -0.0096 -0.0193 -0.004
Si 2.4988 -7.0585 29.5951 -0.0145 0.0108 0.0028
Si 6.3741 -3.2154 29.7332 0.0348 -0.0102 -0.0471
Si 6.3747 0.6466 29.6885 0.0168 0.0379 -0.0033
Si 6.3967 4.4827 29.7496 0.0259 -0.005 0.0248
Si 6.3901 -7.0594 29.7626 -0.0171 -0.0075 0.0246
Si 10.2598 -3.2399 29.6268 -0.0252 -0.0007 0.0347
Si 10.2546 0.6753 29.6447 0.0235 0.0107 0.0286
Si 10.2556 4.5004 29.6029 0.0134 -0.0015 0.021
Si 10.2617 -7.1234 29.6465 0.0288 0.0012 0.0184
Si 14.1202 -3.265 29.699 0.0035 0.0003 0.0449
Si 14.1303 0.6749 29.7016 -0.0058 0.0625 0.0294
Si 14.1231 4.5138 29.6921 0.0235 -0.0138 0.0542
Si 14.1301 -7.1264 29.6682 -0.0191 -0.0344 0.0364
Si 4.4527 -3.228 31.0304 -0.499 -0.0617 -0.0395
Si 4.4527 0.6392 31.0304 -0.2754 -0.0447 -0.1257
Si 4.4527 4.5064 31.0304 -0.3707 -0.0087 0.0266
Si 4.4527 -7.0951 31.0304 -0.4717 0.1601 0.0584
Si 8.3199 -3.228 31.0304 0.249 -0.0203 0.0569
Si 8.3199 0.6392 31.0304 0.0554 0.0701 -0.0245
Si 8.3199 4.5064 31.0304 0.4353 -0.1106 0.1807
Si 8.3199 -7.0951 31.0304 0.3857 0.0495 0.3133
Si 12.187 -3.228 31.0304 -0.1471 -0.1027 0.0265
Si 12.187 0.6392 31.0304 -0.0972 0.1859 0.0361
Si 12.187 4.5064 31.0304 -0.2094 0.0018 -0.1123
Si 12.187 -7.0951 31.0304 0.0183 -0.0885 -0.0388
Si 0.5855 -3.228 31.0304 0.2235 -0.0782 -0.1257
Si 0.5855 0.6392 31.0304 0.3378 0.0853 -0.1231
Si 0.5855 4.5064 31.0304 0.162 -0.0736 -0.0254
Si 0.5855 -7.0951 31.0304 0.1274 0.0117 -0.1074
Si 0 1.9336 3.4175 0.0377 0.0369 -0.0203
Si 0 5.8008 3.4175 0.0468 0.1112 -0.0051
Si 0 -5.8008 3.4175 0.0383 -0.0303 -0.0053
Si 0 -1.9336 3.4175 0.0449 -0.1208 -0.0173
Si 3.8672 1.9336 3.4175 0.0046 -0.0014 -0.0022
Si 3.8672 5.8008 3.4175 -0.067 -0.0069 -0.0062
Si 3.8672 -5.8008 3.4175 -0.049 0.0429 0.0026
Si 3.8672 -1.9336 3.4175 -0.0382 -0.0565 0.013
Si 7.7343 1.9336 3.4175 0.0035 0.061 0.0074
Si 7.7343 5.8008 3.4175 0.0325 0.0277 0.0022
Si 7.7343 -5.8008 3.4175 0.0016 -0.0124 -0.0034
Si 7.7343 -1.9336 3.4175 0.0354 -0.0793 -0.0039
Si -3.8672 1.9336 3.4175 -0.0246 -0.0109 -0.0007
Si -3.8672 5.8008 3.4175 -0.0346 0.0054 -0.0132
Si -3.8672 -5.8008 3.4175 -0.0176 0.0289 0.0023
Si -3.8672 -1.9336 3.4175 -0.0462 -0.0518 -0.0029
Si -1.9336 1.9336 4.7847 -0.0145 -0.0369 0.1047
Si -1.9336 5.8008 4.7847 -0.0819 0.0787 0.0999
Si -1.9336 -5.8008 4.7847 -0.079 0.1531 0.0964
Si -1.9336 -1.9336 4.7847 0.0023 -0.1084 0.1945
Si 1.9336 1.9336 4.7847 -0.1354 0.1016 -0.2629
Si 1.9336 5.8008 4.7847 0.047 0.1474 -0.5657
Si 1.9336 -5.8008 4.7847 -0.0092 -0.1306 -0.3003
Si 1.9336 -1.9336 4.7847 -0.0861 -0.2124 -0.3277
Si 5.8008 1.9336 4.7847 0.0052 0.0195 -0.0588
Si 5.8008 5.8008 4.7847 0.0481 -0.0827 0.1737
Si 5.8008 -5.8008 4.7847 0.1211 -0.0416 0.0496
Si 5.8008 -1.9336 4.7847 0.0627 0.0359 0.1881
Si 9.6679 1.9336 4.7847 0.072 0.1497 -0.0181
Si 9.6679 5.8008 4.7847 0.0502 0.2746 -0.3855
Si 9.6679 -5.8008 4.7847 0.0176 0.0218 0.0806
Si 9.6679 -1.9336 4.7847 0.0305 -0.5452 -0.2348
Si -1.9086 -0.0069 6.1608 0.0457 0.0066 0.0599
Si -1.94 3.8672 6.1584 -0.009 0.0183 0.0144
Si -1.9533 -7.7139 6.1604 -0.0297 -0.0483 -0.0816
Si -1.9561 -3.8698 6.1974 -0.0505 0.009 0.0079
Si 1.9027 -0.0099 6.0882 0.0083 -0.0291 0.112
Si 1.9004 3.8989 6.1001 -0.0062 0.059 0.0256
Si 1.976 -7.7456 6.12 0.0266 0.0073 -0.0942
Si 1.9147 -3.8895 6.1239 -0.0111 -0.012 0.0214
Si 5.7966 0.017 6.1571 -0.0263 0.0145 0.051
Si 5.7777 3.8469 6.1703 0.0285 0.0102 0.0013
Si 5.8293 -7.7346 6.1671 0.057 -0.0141 -0.0535
Si 5.84 -3.8766 6.1635 0.0267 -0.0334 0.0286
Si 9.6655 -0.0332 6.081 -0.0277 0.0757 0.113
Si 9.6748 3.9175 6.1243 -0.014 -0.0493 0.0318
Si 9.681 -7.7372 6.1516 0.0591 0.0075 -0.0439
Si 9.6874 -3.8906 6.196 0.0272 0.04 -0.0136
Si 0.03 -0.0041 7.547 -0.0028 0.0438 -0.0127
Si 0.001 3.9135 7.5036 0.0213 -0.041 0.0202
Si 0.0357 -7.7483 7.4101 0.0067 0.0044 0.137
Si -0.0011 -3.9063 7.5295 0.0565 -0.045 0.0437
Si 3.8129 0.0275 7.4563 0.0158 0.0224 -0.0332
Si 3.792 3.8648 7.4833 -0.0062 -0.0212 0.0311
Si 3.8883 -7.7731 7.5047 -0.0259 0.0163 0.172
Si 3.8642 -3.9424 7.4438 -0.0217 0.0254 0.0344
Si 7.7585 -0.0202 7.4898 -0.0061 -0.0463 -0.0254
Si 7.746 3.8664 7.4965 -0.0283 0.0457 -0.0043
Si 7.7813 -7.7552 7.5364 -0.0405 -0.0157 0.0443
Si 7.7632 -3.9194 7.5967 -0.061 -0.1048 -0.0759
Si -3.877 -0.053 7.4487 0.0249 -0.061 -0.0508
Si -3.869 3.9791 7.5172 0.0525 0.0388 -0.047
Si -3.8897 -7.666 7.5687 -0.0224 0.0238 0.0345
Si -3.8694 -3.9099 7.6556 0.0072 -0.1119 -0.0587
Si 0.5929 1.9888 8.7211 0.0247 -0.0086 -0.0123
Si -0.0388 5.8629 8.8612 -0.1073 0.0097 0.0121
Si 0.0476 -5.882 8.8346 -0.0389 -0.0107 0.0384
Si 0.4176 -1.9834 8.8294 0.1069 0.0537 -0.1119
Si 3.0841 1.9426 8.6528 -0.0712 -0.0001 0.0797
Si 3.8195 5.7496 8.9034 0.0069 0.0318 0.0262
Si 3.8675 -5.8244 8.8786 0.0269 -0.0846 0.073
Si 3.5825 -1.9752 8.666 -0.1397 -0.0019 -0.1118
Si 8.5239 1.9155 8.5649 0.1249 -0.0009 -0.0161
Si 7.7165 5.7664 8.8975 0.0389 -0.0336 -0.0155
Si 7.8207 -5.8702 8.9844 0.1173 0.0006 0.0922
Si 8.0492 -1.938 8.8488 0.1178 0.0697 -0.0047
Si -4.4879 1.9339 8.4673 -0.171 0.0372 0.09
Si -3.8421 5.9116 8.9658 0.0062 -0.0108 0.046
Si -3.8887 -5.8301 9.1378 0.0434 0.01 0.006
Si -4.2256 -1.9231 8.8794 -0.1263 0.0412 0.027
Si -1.8943 6.4892 10.2189 0.0415 0.0659 0.0233
Si -1.8179 -6.5109 10.1209 0.0042 -0.0365 0.096
Si 1.8645 6.1112 10.2008 -0.0208 0.0897 -0.1033
Si 1.9618 -6.182 10.239 -0.0203 -0.0554 -0.1767
Si 5.7638 6.0472 10.2129 0.0369 0.2366 -0.0901
Si 5.8157 -6.1993 10.1588 -0.0478 -0.2012 -0.1215
Si -5.8193 5.6451 10.2435 0.0232 0.1528 -0.1175
Si -5.8355 -5.856 10.6183 -0.0595 0.0056 -0.1136
Si -6.1579 -4.3243 12.399 -0.0127 -0.1562 0.1006
Si -6.2402 -7.5548 12.3624 -0.0226 0.1296 0.0551
Si 4.4527 -5.1615 32.3977 -0.1553 -0.0182 0.0193
Si 4.4527 -1.2944 32.3977 -0.1297 0.0074 -0.017
Si 4.4527 2.5728 32.3977 -0.1959 0.0025 0.0052
Si 4.4527 -9.0287 32.3977 -0.1472 -0.0129 -0.0123
Si 8.3199 -5.1615 32.3977 0.1479 -0.0162 0.0285
Si 8.3199 -1.2944 32.3977 0.1084 -0.0069 -0.0159
Si 8.3199 2.5728 32.3977 0.1131 0.0129 0.0285
Si 8.3199 -9.0287 32.3977 0.0887 0.0055 0.005
Si 12.187 -5.1615 32.3977 -0.0555 0.0149 0.0064
Si 12.187 -1.2944 32.3977 -0.0445 -0.0056 -0.0318
Si 12.187 2.5728 32.3977 -0.0476 -0.0309 0.0222
Si 12.187 -9.0287 32.3977 -0.0539 0.0243 0.0027
Si 0.5855 -5.1615 32.3977 0.0892 0.0081 0.004
Si 0.5855 -1.2944 32.3977 0.0626 -0.0011 -0.0347
Si 0.5855 2.5728 32.3977 0.126 0.0033 0.0089
Si 0.5855 -9.0287 32.3977 0.1293 -0.0001 -0.0126
Si 6.3863 -5.1615 33.7649 0.0017 -0.0047 -0.0179
Si 6.3863 -1.2944 33.7649 0.0002 -0.0142 -0.0102
Si 6.3863 2.5728 33.7649 0.0251 0.011 -0.0307
Si 6.3863 -9.0287 33.7649 0.0267 0.0001 -0.0297
Si 10.2534 -5.1615 33.7649 -0.0094 -0.0052 0.0226
Si 10.2534 -1.2944 33.7649 -0.0016 0.0226 0.0203
Si 10.2534 2.5728 33.7649 -0.0093 -0.0157 0.022
Si 10.2534 -9.0287 33.7649 -0.0128 -0.0006 0.0136
Si -1.3481 -5.1615 33.7649 -0.0088 0.0102 -0.0171
Si -1.3481 -1.2944 33.7649 -0.0038 0.0138 -0.0109
Si -1.3481 2.5728 33.7649 -0.0038 -0.0021 -0.0152
Si -1.3481 -9.0287 33.7649 -0.0162 -0.0238 -0.0134
Si 2.5191 -5.1615 33.7649 0.0072 -0.0158 0.0243
Si 2.5191 -1.2944 33.7649 0.0115 0.0169 0.0198
Si 2.5191 2.5728 33.7649 -0.0102 0.0143 0.0241
Si 2.5191 -9.0287 33.7649 -0.0063 -0.0165 0.0191
Si 1.9336 0 0.683 0.0044 -0.0224 0.0113
Si 1.9336 3.8672 0.683 -0.0118 0.0088 0.0075
Si 1.9336 7.7343 0.683 -0.0338 0.0167 0.0094
Si 1.9336 -3.8672 0.683 -0.0091 0.004 0.0127
Si 5.8008 0 0.683 0.0203 -0.0107 -0.0087
Si 5.8008 3.8672 0.683 0.0175 -0.0035 -0.0054
Si 5.8008 7.7343 0.683 -0.0029 0.0218 -0.0124
Si 5.8008 -3.8672 0.683 0 -0.0036 -0.0104
Si -5.8008 0 0.683 -0.0008 -0.0114 0.0028
Si -5.8008 3.8672 0.683 -0.0078 -0.0017 0.0045
Si -5.8008 7.7343 0.683 0.0205 -0.0027 0.0088
Si -5.8008 -3.8672 0.683 0.0072 0.0137 0.0102
Si -1.9336 0 0.683 -0.0111 -0.0129 -0.0147
Si -1.9336 3.8672 0.683 -0.0136 0.0063 -0.0107
Si -1.9336 7.7343 0.683 0.0129 0.0135 -0.0112
Si -1.9336 -3.8672 0.683 0.0031 -0.0127 -0.0121
Si 0 0 2.0503 -0.051 0.0124 0.0099
Si 0 3.8672 2.0503 -0.05 -0.0167 0.0016
Si 0 7.7343 2.0503 -0.0649 -0.0042 -0.0066
Si 0 -3.8672 2.0503 -0.0284 0.0067 -0.0079
Si 3.8672 0 2.0503 0.0177 0.0166 0.0125
Si 3.8672 3.8672 2.0503 0.0479 0.0055 -0.0076
Si 3.8672 7.7343 2.0503 0.0465 -0.0033 -0.0055
Si 3.8672 -3.8672 2.0503 0.0439 -0.0123 -0.0107
Si 7.7343 0 2.0503 0.0074 0.0127 0.0148
Si 7.7343 3.8672 2.0503 0.0042 -0.0128 -0.0043
Si 7.7343 7.7343 2.0503 -0.0267 -0.0022 -0.0109
Si 7.7343 -3.8672 2.0503 -0.0474 0.0051 -0.0103
Si -3.8672 0 2.0503 0.0132 0.0129 0.0086
Si -3.8672 3.8672 2.0503 0.0258 0.0117 -0.0017
Si -3.8672 7.7343 2.0503 0.0377 -0.0093 -0.0045
Si -3.8672 -3.8672 2.0503 0.0377 -0.0052 -0.0034
Si 3.2319 -2.8331 23.1843 0.0518 0.0116 0.013
Si 0.5581 0.4661 23.4492 -0.0104 0.0042 -0.0303
Si 1.5669 -9.8937 22.9723 0.0361 -0.0271 -0.0269
Si -0.1459 -7.4118 23.088 -0.0488 0.0079 -0.1141
Si 4.6607 -1.477 20.9907 0.0121 0.0163 -0.04
Si 7.7436 -1.0925 20.933 0.0139 0.0372 -0.0107
Si 4.3322 -8.8915 23.5139 0.0431 -0.0208 -0.0207
Si 5.8927 -7.7907 21.162 0.0178 -0.0045 -0.0231
Si 10.2715 -5.4395 22.36 0.0367 0.0255 -0.0285
Si 8.4588 0.7203 23.4877 -0.0057 0.0589 -0.0465
Si 8.5985 -10.2885 23.625 -0.0039 -0.0565 -0.0111
Si 8.0233 -7.2181 23.4716 0.0164 -0.0837 -0.0073
Si 11.3659 -0.0491 23.1024 -0.0236 -0.0429 -0.0317
Si 11.6715 -10.7237 23.3865 0.0394 -0.0488 0.0956
Si 12.3054 -7.5696 23.1906 -0.0052 -0.0278 -0.0501
Si -1.0871 1.5693 14.4457 -0.0062 0.0164 0.0518
Si -0.1954 -1.2852 11.7406 0.0013 0.0148 0.0496
Si 0.3292 1.6531 11.7396 0.0176 -0.0049 -0.0188
Si 1.9293 -5.2295 13.2331 -0.0313 -0.0102 0.0682
Si 4.8163 1.453 11.1887 -0.0949 0.0478 0.0009
Si 5.7462 -1.2973 10.7676 0.0039 -0.0252 0.0268
Si -5.5723 2.5271 10.9091 0.026 0.0128 -0.0363
Si -3.0771 -1.7758 11.882 0.0099 -0.021 0.0554
Si -0.1193 -1.0323 15.9593 0 0.001 0.0124
Si -2.7581 -2.5746 16.3025 -0.0019 0.0001 0.0085
Si -0.7014 -0.5805 19.1065 -0.0147 0.0224 -0.0101
Si 4.2234 -8.5011 17.0651 0.0019 0.0217 -0.0058
Si 1.6973 -2.2845 13.9128 0.0057 -0.0222 0.0418
Si 4.3065 -0.664 13.2208 -0.0234 -0.0138 0.0751
Si 8.3139 -11.7463 17.5053 -0.0014 0.0049 0.0063
Si 6.8293 2.894 14.911 0.0183 0.0086 0.037
Si 6.7858 -5.8852 12.9463 0.0777 0.0076 0.0091
Si -4.0438 1.7442 15.4331 0.0055 -0.0056 0.025
Si 9.1453 1.3258 13.4673 -0.0222 0.0163 0.0862
Si 2.1038 4.029 12.6215 0.0074 0.0162 0.0254
Si 3.5389 0.1301 23.2121 0.0403 0.0162 -0.0076
Si -1.0671 -6.1077 13.2001 -0.0173 -0.0417 -0.0216
Si -0.2036 1.833 20.867 -0.0156 0.0207 -0.0229
Si 9.6443 -1.419 13.0401 0.0024 -0.0473 0.0144
Si 0.1343 4.3457 15.0201 -0.0171 0.0195 0.0089
Si -4.4213 -8.2784 14.8644 -0.0029 0.0028 -0.0417
Si 7.3336 -3.5504 17.7258 0.0205 -0.0091 -0.0182
Si 0.228 -2.7309 23.2897 0.0031 0.0031 0.0216
Si 4.6066 -4.3854 17.2584 -0.0118 -0.021 -0.0229
Si 2.0852 -11.5165 20.3049 -0.0052 0.014 -0.0436
Si 8.5303 -1.5177 15.8886 -0.0001 0.008 0.0215
Si 3.7938 -6.3405 19.4099 0.0227 -0.0056 -0.025
Si 7.2278 -12.333 21.998 0.0513 0.0196 0.0198
Si 12.6016 -9.8111 18.6408 -0.0045 -0.0317 -0.0009
Si 0.8211 -6.07 20.5587 -0.0207 -0.026 -0.0519
Si 10.7988 -0.2709 17.4972 0.0147 0.0226 0.0011
Si 5.0261 -12.2775 20.1681 0.0054 0.0022 -0.021
Si 5.3109 4.0228 12.5319 -0.0408 0.0325 0.0485
Si 12.2212 -7.148 17.5736 -0.0034 -0.0018 -0.0216
Si -1.7135 -9.0739 13.3887 -0.0029 0.0128 -0.0222
Si 11.8836 0.4722 20.0395 -0.0081 0.0235 -0.0206
Si 9.4219 -3.6574 19.9146 -0.0115 0.0166 -0.0084
Si -3.3706 -4.191 13.7453 -0.0453 -0.0338 0.007
Si 5.0678 -1.6474 18.0475 -0.0128 0.0033 -0.0083
Si 5.8276 0.1398 15.79 -0.0156 -0.0169 -0.002
Si -4.4586 4.5695 16.3788 0.0022 0.0182 0.0097
Si 4.2807 -6.3061 14.8799 0.0028 0.0122 0.0269
Si -0.814 -3.503 20.5192 0.003 0.0021 -0.0308
Si 7.4036 1.6687 19.4701 0.0162 0.0113 -0.0082
Si 12.2158 -4.2566 18.7951 0.0008 0.0075 -0.0341
Si 6.3273 -9.7667 18.8321 -0.001 -0.0067 0.0012
Si 12.4656 -12.1628 20.6838 -0.012 -0.0053 0.013
Si 1.5722 -9.8748 17.5425 -0.0242 -0.0168 0.0276
Si -0.552 -8.0057 18.4818 -0.0023 0.0039 -0.0132
O 3.2034 -1.3382 23.8629 -0.0111 -0.0386 0.0073
O 13.2375 -4.1969 20.0732 -0.005 -0.0025 0.0277
O 2.1483 -10.5042 21.5843 -0.009 -0.037 -0.0067
O 2.7091 -8.8811 23.5375 -0.0337 0.0018 0.0359
O 3.9712 -5.1487 15.987 0.0089 0.0118 0.0129
O 6.6146 -3.2576 25.0954 -0.0828 -0.0196 -0.107
O 4.1413 -3.7174 24.2038 -0.0438 0.029 -0.0347
O 4.6574 0.8543 24.1367 -0.0304 0.0023 -0.0002
O 4.753 -7.5211 24.3007 0.0093 -0.0044 -0.0067
O 9.3908 -3.2181 24.7114 -0.019 0.0197 0.0103
O 11.1184 -4.223 23.0347 0.0126 -0.0143 0.0657
O 10.0851 0.9513 23.3368 0.0377 -0.0366 0.0233
O 10.0635 -10.9939 23.5043 -0.0124 0.0238 0.0046
O 11.9716 -9.1642 22.9599 -0.0196 0.0707 0.0108
O 12.5426 0.4641 24.1006 -0.0083 -0.0347 0.0133
O -1.2338 -11.0004 25.0585 0.0682 0.021 0.0324
O -0.1127 2.134 10.2393 0.009 -0.004 0.0021
O 2.0255 -1.9663 9.2089 0.0307 -0.0429 0.0379
O 3.641 2.0022 10.2159 0.0361 -0.0314 -0.0735
O 4.539 -2.0663 9.994 0.0544 0.014 0.0482
O 4.1362 0.7938 12.5131 0.0171 0.001 -0.0372
O 8.5087 1.9169 10.2541 -0.0449 0.0041 0.0038
O 9.6393 -1.9096 9.3019 0.0383 0.0503 0.0121
O -3.378 -1.8829 10.2851 -0.0046 0.0004 -0.0026
O -2.8379 -3.2734 12.4985 -0.0021 0.0219 -0.0299
O 5.2557 -0.2351 17.2691 0.0067 -0.0083 0.0009
O 7.8053 2.1015 13.8898 0.0065 0.0106 -0.0175
O 0.3555 -1.1126 23.0343 -0.0065 0.0092 0.0124
O 0.2467 -8.9723 22.7165 0.0087 -0.0033 0.0358
O 0.7137 -6.3552 22.1706 -0.0073 -0.011 0.0576
O 6.2583 -1.7284 21.1469 -0.0081 -0.0063 0.0287
O 3.8938 -2.7409 21.6943 -0.01 -0.0136 0.0445
O 4.2542 -1.371 19.4227 -0.0015 -0.0022 0.0169
O 5.6201 -12.321 21.7011 -0.0159 -0.0001 0.0008
O 8.1213 -3.0042 16.4133 -0.0073 0.0028 0.0112
O 4.9201 -8.813 21.9948 -0.0218 0.0022 0.0535
O -1.3056 -9.4023 18.9186 -0.0103 0.0013 0.0084
O 9.6437 -4.8846 20.9656 -0.0182 0.0096 -0.0044
O 7.673 -10.8194 22.3772 0.013 0.0001 0.0082
O 8.7966 -8.6771 23.3869 -0.0183 0.0847 -0.0042
O -3.2187 -8.8172 13.9187 -0.0079 -0.0046 0.006
O 13.0101 -3.572 17.55 -0.0048 0.0009 0.0136
O 10.9403 -1.5819 23.4229 0.0656 0.0484 0.0575
O 12.3943 -10.5559 17.1906 0.0022 0.0013 0.0095
O 13.7782 -7.2462 22.5583 0.0438 0.0221 0.0663
O -2.6635 1.2853 14.7176 0.0008 0.0129 -0.0189
O -4.2757 -1.0369 12.6972 -0.0187 0.0022 -0.0178
O -1.4428 -5.9148 11.6287 -0.0012 -0.0451 -0.0595
O -1.7315 -0.8972 12.1329 -0.0182 0.0094 -0.0305
O 1.6621 5.1477 11.5188 0.0189 -0.0391 0.0577
O 1.9183 -7.7767 10.7238 0.0284 -0.0052 0.046
O 2.042 -5.251 11.5974 0.0119 0.0356 0.0482
O 4.7602 -0.477 14.7494 0.0437 0.0128 0.0065
O 5.7096 0.3148 10.4188 0.0135 -0.0097 0.0094
O 5.7019 -7.8077 10.5392 -0.0358 0.0193 -0.0264
O 5.8116 5.3297 11.6999 -0.0173 -0.0791 0.0696
O 5.724 -6.0254 14.1657 -0.0254 -0.0056 0.0026
O 10.7184 -0.2052 19.1259 0.0016 -0.0059 0.0111
O -5.4392 2.2419 12.4809 -0.0019 -0.0109 -0.0105
O -1.7723 -9.5203 11.8074 -0.0084 0.0222 0.0141
O 5.9131 -5.4437 11.6235 -0.0044 0.0175 0.0406
O 8.7384 -0.0916 12.75 -0.0023 0.0053 -0.0287
O 11.8348 -1.3458 16.8681 -0.0058 -0.0058 -0.0075
O 8.8293 -2.2728 20.5807 0.0111 -0.0216 0.0144
O 13.8745 -7.217 17.474 -0.0087 0.0051 0.0073
O 6.9726 -7.1424 22.2033 0.002 0.0151 0.0091
O 5.9067 1.7636 15.6557 0.0004 -0.0059 -0.0141
O 7.2527 -0.5909 15.491 -0.0306 0.0116 0.003
O -4.2754 1.8795 10.1403 0.0546 0.0096 -0.0276
O 0.4173 -2.2489 12.8942 0.0021 -0.0054 -0.0249
O 5.4457 -1.5031 12.3677 0.0088 0.0039 -0.028
O 1.2339 -11.023 24.1229 0.036 0.0295 -0.0114
O -0.2441 0.2977 15.0205 -0.0049 -0.0041 -0.0131
O 9.4726 -1.8052 14.6052 0.0018 0.0027 -0.0166
O 11.5338 2.0738 20.1402 0.0005 -0.0053 0.0171
O 8.1108 2.2015 18.1005 -0.0053 0.0028 0.0118
O 2.3625 -6.3421 20.1552 -0.0048 0.0048 0.0313
O -5.0594 -9.6032 15.5873 0 -0.0064 -0.0013
O 9.2328 -2.7094 12.1386 0.0114 -0.0069 -0.0267
O -0.3022 -2.0592 10.306 -0.009 -0.0183 0.0238
O 3.793 -7.4947 18.2674 0.0003 -0.007 0.0092
O 1.7179 -3.4129 23.0588 0.0183 -0.0119 0.0154
O -0.3508 1.3708 22.4278 0.0071 0.0033 0.0134
O -2.3007 -5.3987 14.0124 0.0028 0.0044 -0.0151
O -0.1933 -7.0793 19.7662 0.0101 0.01 0.0181
O 12.2426 -11.769 22.2539 -0.0115 -0.0209 -0.0401
O 8.1092 -0.4313 22.3818 -0.0237 -0.0516 -0.0118
O 8.0147 -12.8557 20.6647 -0.0162 -0.0151 0.0064
O -0.8616 1.8198 12.8421 -0.0172 -0.0041 -0.0068
O -5.5791 4.1251 10.7513 -0.0028 -0.0706 0.0175
O 7.63 -7.2817 12.7023 -0.0544 -0.0355 -0.0008
O -4.8707 -4.7136 13.3617 0.0531 0.0614 -0.0167
O 6.6333 -8.6074 19.9454 0.0014 -0.0052 0.0125
O 13.2396 0.0009 19.2412 0.0149 -0.0069 0.0155
O 11.9173 -0.079 21.569 -0.0131 -0.0006 0.0585
O 3.7096 4.0537 12.7617 0.0125 0.0054 -0.0208
O 2.1272 0.9407 23.1842 0.0006 0.0047 0.0206
O 7.1643 -1.8969 10.2522 -0.0462 -0.002 0.0168
O 7.9293 -4.736 13.2154 -0.0248 0.0456 -0.0322
O -0.898 -7.6804 13.5624 0.0004 -0.0018 -0.0163
O 1.7316 -10.6924 18.9472 0.0083 0.0156 -0.0032
O 3.9894 -4.898 18.6764 0.0056 0.0041 0.0123
O -0.1448 -0.6426 17.558 0.008 0.0028 0.0131
O 5.7847 1.9736 19.3649 0.0054 -0.0014 0.0214
O 6.547 -2.2737 18.396 0.0003 0.0024 0.0231
O 9.042 -5.9511 23.2973 -0.0134 -0.01 0.0188
O 3.013 -6.3033 13.8407 0.01 -0.0081 -0.0224
O 0.8537 -8.4153 17.7695 0.0162 -0.0291 -0.0074
O -0.5362 2.8796 15.2326 0.0034 -0.012 -0.0077
O 5.7354 2.7127 11.6442 0.0255 -0.0134 -0.0251
O 3.0586 -9.6349 16.9158 0.0038 0.0024 -0.0013
O 0.3678 -5.484 13.6284 0.0145 -0.0052 -0.0245
O 8.351 -4.1949 18.8067 -0.0075 0.0017 0.0079
O 0.4128 -4.5318 20.1781 0.0072 0.0011 0.0214
O -0.8205 -3.2804 22.1484 -0.0185 -0.0092 0.0105
O 4.1693 -0.0889 21.7184 -0.0031 -0.0132 0.024
O 1.2396 -1.7942 15.4195 -0.013 0.0135 0.0001
O -4.1232 3.3664 15.3358 -0.003 0.0003 -0.0128
O 0.1577 0.5243 19.9432 0.0006 -0.0116 0.0179
O 7.6393 2.1209 23.2006 -0.0225 0.0209 0.0155
O -3.5433 -3.3604 15.1267 0.0066 0.0228 0.0126
O 5.2858 -10.832 19.4722 0.0096 -0.001 0.0201
O -1.3602 -2.0458 15.6767 -0.0048 0.0011 -0.0061
O 0.6223 -10.6829 16.5022 0.0187 0.0098 0.0183
O 11.2805 -6.7133 22.2235 0.0055 -0.0153 0.0673
O 0.7163 0.0666 11.6365 0.0003 0.0002 -0.0194
O 7.6847 -10.5639 18.4324 0.0029 0.0008 0.0057
O 1.6137 2.5354 12.1962 -0.0054 0.0066 -0.0089
O 2.8563 -1.3579 13.2695 0.0138 0.0112 -0.0323
O 9.4513 -9.0108 11.6649 -0.0138 0.0408 0.044
O 0.987 -12.6099 20.6524 0.0084 0.0128 0.0221
O -5.4864 -7.5638 13.8411 0.0446 -0.0466 0.03
O 4.2994 -2.7767 17.1381 0.0049 0.0081 0.0087
O 4.9901 -6.5987 20.4928 -0.0133 0.0128 0.0218
O 9.899 -11.4262 17.4381 -0.0175 -0.005 0.0087
O 11.3165 1.1984 16.9706 -0.0042 -0.0079 -0.0057
O 11.7888 -5.7687 18.3328 0.0043 0.0039 0.0166
O 11.7406 -8.4074 18.5339 -0.0015 0.0135 0.009
O 4.8516 -10.2979 24.1945 -0.0468 0.0443 0.0255
O 7.653 3.7537 16.0142 -0.0118 -0.0081 -0.0103
O 7.693 0.095 19.7885 -0.0046 -0.0023 0.0181
O 12.1422 -10.8139 19.8276 0.0139 0.0203 -0.0005
O 6.2297 -4.6592 17.2697 0.0002 0.0093 0.0139
O 3.4276 -12.4271 20.1562 -0.0081 0.0196 0.0268
O -3.915 -7.2634 16.07 0.0026 -0.001 0.01
O 9.3036 -0.6975 17.053 0.0014 -0.0006 0.0031
O -0.5813 -2.08 19.7458 0.007 -0.0013 0.0247
O -1.0032 5.2894 14.3352 0.0158 0.0143 -0.0277
O 13.9573 -12.7662 20.4527 0.0108 -0.0074 0.0215
O 1.4516 4.3692 14.0656 0.0039 -0.0012 -0.0203
O 4.3744 -7.7478 15.631 0.0005 -0.0061 0.002
O 10.8656 -3.4055 19.1776 0.0024 -0.001 0.0207
O 2.2969 -3.7952 13.9081 0.0072 0.0095 -0.0263
O 5.9795 3.9548 14.0161 0.0082 -0.0097 -0.0083
O 5.6623 -9.1589 17.468 -0.0086 0.0029 -0.0055
O -5.3484 1.0529 14.7364 0.0053 -0.0021 -0.0213

Results
free energy: -281982.416 eV
free energy less fixed offsets of O -568.88, Si -635.61 eV per atom: -11.696 eV

The program warned: the cutoff lies below the one the program advises for these potential files; the exchange-correlation potential is rough where the density is thin.
